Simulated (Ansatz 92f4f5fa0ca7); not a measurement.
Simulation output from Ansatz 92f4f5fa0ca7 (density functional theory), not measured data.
Periodic cell of 222 atoms, Si132O86H4, from a study of silicon, its oxide and their interface. The atomic structure is a simulated model.
Doubt: the cutoff is far below the 930 eV that the study's wrapper takes by default for these files, so forces and energies are approximate.
This geometry differs little from another in the collection (a relaxation step or a small displacement).

Settings
functional: PBE
potential files: Ansatz PAW
basis: plane waves
wave-function cutoff: 580 eV
density cutoff ratio: 5
exchange-correlation grid ratio: 1
k mesh: 1 x 1 x 1, Gamma-centred
self-consistency stop: 5e-08 eV per atom in the density residual
occupations: fixed
spin: none
net charge: 0

Cell vectors (angstrom)
a  10.938  0  0
b  0  10.938  0
c  0  0  32.1424

Atoms and the computed forces on them: element, x, y, z (angstrom), force x, y, z (eV/angstrom)
Si  10.7591  0.2339  24.6589  0.0005  0.0008  0.0003
Si  5.7581  10.5087  24.6397  0.0005  0  -0.0019
Si  2.6156  3.0562  24.5601  -0.0014  -0.0007  0.0015
Si  8.5469  2.4723  24.696  0.0019  0.0009  -0.0031
Si  0.3095  5.2124  24.762  0.0007  -0.0022  -0.0002
Si  5.3487  5.6974  24.6274  0  0.0015  0.001
Si  3.0749  7.8838  24.6881  0.0011  0.0002  0.0002
Si  8.1261  8.4163  24.7556  -0.0002  -0.0012  -0.002
Si  1.4828  1.3808  25.8759  0.0008  -0.002  0.0002
Si  6.8647  1.3044  25.8824  -0.003  0.0012  -0.0004
Si  4.1709  4.1363  25.9644  0.0023  -0.0018  -0.0015
Si  9.668  4.0335  26.0527  -0.001  0.0005  -0.0011
Si  1.4714  6.7983  26.0377  -0.0018  0.0014  -0.0015
Si  6.9184  6.8162  26.0006  0.0015  -0.0015  -0.0017
Si  4.1867  9.4625  26.0354  -0.0039  0.0027  -0.0007
Si  9.6533  9.6162  26.0534  0.0015  -0.0017  -0.0019
Si  2.7896  -0.0242  27.2876  0.0009  -0.0006  0.0009
Si  8.2184  0.0071  27.3788  0.0008  0.0009  0.0046
Si  0.1209  2.6808  27.3778  0.0012  0.0018  0.0015
Si  5.5183  2.6983  27.2725  -0.0003  -0.0008  0.0027
Si  2.8089  5.4418  27.4182  0.0015  0.0004  0.0016
Si  8.2609  5.422  27.3504  0.001  -0.0012  0.0001
Si  0.0706  8.191  27.3545  0.0007  -0.0009  0.0003
Si  5.5473  8.1455  27.4278  -0.0004  0.0004  0.0022
Si  4.1345  1.3578  28.6753  0.0009  -0.0001  -0.0048
Si  9.6139  1.3618  28.7267  0.0021  -0.0012  -0.0015
Si  1.4193  4.0797  28.7528  0.0027  -0.0056  0.0017
Si  6.8607  4.065  28.6959  -0.0008  -0.0014  -0.0014
Si  4.1509  6.8131  28.7776  0.004  -0.0032  0.0042
Si  9.608  6.8243  28.7112  -0.0004  0  0.0008
Si  1.4141  9.5779  28.7091  0.003  0.0022  -0.0006
Si  6.8749  9.5677  28.754  0.0015  -0.0002  0.0016
Si  0.0176  -0.0175  30.0892  -0.0023  -0.001  -0.0003
Si  5.4759  -0.0042  30.0849  0.0014  -0.0006  0
Si  2.7677  2.7089  30.0917  -0.0017  0.0045  -0.0004
Si  8.2261  2.7216  30.0855  0  0.001  0
Si  0.0229  5.451  30.0894  0.0007  0.0009  0.0001
Si  5.5033  5.431  30.1014  -0.0044  0.0009  -0.001
Si  2.7542  8.1971  30.0948  0.0013  0.001  -0.0008
Si  8.2304  8.1881  30.0948  0.0015  0.003  -0.0005
Si  1.3673  1.3673  31.4587  0.1062  -0.08  -0.0664
Si  6.8362  1.3673  31.4587  0.0635  -0.004  -0.0515
Si  4.1018  4.1018  31.4587  0.1172  -0.2128  0.021
Si  9.5708  4.1018  31.4587  0.0165  0.009  -0.0077
Si  1.3673  6.8362  31.4587  0.031  -0.0011  -0.0173
Si  6.8362  6.8362  31.4587  0.1371  -0.138  -0.0328
Si  4.1018  9.5708  31.4587  0.047  0.0348  0.0301
Si  9.5708  9.5708  31.4587  0.1531  -0.0811  0.0023
Si  2.7345  0  0.6835  -0.1233  0.0954  0.0396
Si  8.2035  0  0.6835  -0.0326  -0.0352  0.0652
Si  0  2.7345  0.6835  -0.0402  -0.0536  0.0936
Si  5.469  2.7345  0.6835  -0.2712  0.1566  -0.1743
Si  2.7345  5.469  0.6835  0.0126  0.0503  0.1061
Si  8.2035  5.469  0.6835  -0.0523  0.1694  -0.0019
Si  0  8.2035  0.6835  -0.1405  0.1011  -0.0915
Si  5.469  8.2035  0.6835  -0.0335  -0.0113  0.1212
Si  4.0865  1.3868  2.0451  0.0042  -0.0002  0.0008
Si  9.5565  1.3667  2.0647  -0.0037  -0.0012  -0.0013
Si  1.3506  4.1126  2.0548  0.0001  0.0008  0.0006
Si  6.7856  4.136  2.0207  0.003  -0.0103  0.0012
Si  4.0813  6.8549  2.0742  -0.0016  0.0012  -0.0008
Si  9.5417  6.8732  2.047  0.0073  -0.0014  0.0001
Si  1.3349  9.5878  2.0418  0.0006  -0.0053  -0.0004
Si  6.8311  9.5707  2.0632  -0.002  0.0022  0.0012
Si  -0.0419  -0.0364  3.4583  -0.0025  -0.0054  0.0032
Si  5.4365  0.0085  3.393  0.0009  -0.0001  0.0057
Si  2.7096  2.74  3.4321  -0.0004  -0.0007  -0.0029
Si  8.1005  2.7375  3.3427  -0.0047  0.0123  -0.0049
Si  -0.0479  5.4978  3.3799  -0.003  0.0048  0.0026
Si  5.4628  5.4942  3.4517  0.0031  -0.0004  0.0018
Si  2.6756  8.2383  3.4128  -0.004  0.0022  0.003
Si  8.1868  8.2191  3.4759  -0.0018  0.0022  0.0048
Si  1.309  1.3682  4.7825  0.0033  -0.0027  0.0039
Si  6.7964  1.3667  4.764  -0.0102  -0.0033  -0.0037
Si  4.0895  4.1126  4.7979  0.0022  -0.0026  0.0017
Si  9.3866  4.1849  4.6377  -0.0075  0.0024  -0.01
Si  1.286  6.8758  4.7686  -0.0057  0.0025  -0.0088
Si  6.803  6.8811  4.8658  0.0035  -0.0006  0.001
Si  4.017  9.6521  4.7571  0  0.0052  -0.0033
Si  9.5286  9.5619  4.9144  0.0033  -0.0038  -0.002
Si  2.6669  0.0441  6.2267  0.0001  -0.001  0.0039
Si  8.1408  0.0543  6.2281  0.0032  -0.0012  -0.0019
Si  -0.2212  2.7766  5.8825  0.0031  -0.0077  0.0029
Si  5.4167  2.6967  6.1646  0.0024  -0.0015  0.0033
Si  2.7216  5.5401  6.0814  0.004  -0.0017  -0.0014
Si  8.1535  5.4738  6.2372  0.0025  -0.0005  0.0087
Si  -0.069  8.1429  6.3036  0.0001  0.0015  0.0025
Si  5.3993  8.3249  6.1234  0.0006  -0.003  -0.0038
Si  4.2531  1.1973  7.5973  -0.0017  -0.0037  -0.0148
Si  9.3058  1.7099  7.4684  -0.0004  0.0057  0.0047
Si  1.043  4.2731  7.0784  -0.002  0.0032  0.0105
Si  6.9773  3.8407  7.4884  0.002  0.0067  -0.0115
Si  3.8398  7.1482  7.4163  0.0002  0.0053  0.0088
Si  9.8179  6.4347  7.6747  -0.0077  0.0039  -0.017
Si  1.5709  9.3239  7.5132  -0.001  0.0034  -0.0065
Si  6.4892  9.8971  7.5181  -0.0032  0.0005  0.0018
O  2.7188  8.2121  7.9982  0.0039  -0.0028  -0.0012
O  8.1531  2.7837  8.0191  0.0034  -0.0061  -0.0002
O  4.2118  6.7933  24.1236  -0.0022  0.0012  -0.0014
O  9.6313  1.3514  24.1428  -0.0014  -0.0002  0.001
O  5.3688  0.0683  8.0736  0.0053  -0.0023  0.0052
O  0.0692  5.31  7.9249  0.0009  -0.0035  0.0003
O  1.4031  4.1135  24.1934  -0.0013  0.0025  -0.0011
O  6.9798  9.4786  24.2353  -0.0001  0.0008  0.0017
H  1.0146  9.898  8.7724  -0.0001  -0.0003  -0.0002
H  7.0774  9.2495  8.7297  -0.0008  0.0012  0
O  4.5762  6.5373  8.7484  0.0001  0  -0.0012
O  9.3119  6.7419  9.2291  0.0001  -0.0013  0.0083
O  3.6945  1.8987  9.0116  -0.0004  0.0016  0.0027
O  1.6281  3.0764  8.0319  -0.0012  0.0025  -0.0008
O  6.1836  4.4186  8.8231  -0.0014  0.0009  0.0029
O  10.1344  1.1392  8.7836  0  0  -0.0002
H  0.3698  10.5108  23.4338  0.0001  -0.0005  0.0002
H  2.4449  8.5075  23.4841  0.001  -0.0014  -0.0008
O  10.6488  5.8977  23.4027  -0.0002  0.0004  -0.0006
O  6.0214  5.033  23.2651  -0.0003  -0.0014  0.0003
O  4.9916  10.7619  23.2069  0.0003  -0.0002  -0.0008
O  7.986  3.2423  23.3618  -0.0004  -0.0007  0.0008
O  8.8445  7.857  23.3896  0.0012  -0.0009  -0.0001
O  3.3262  2.7055  23.1089  0.0009  -0.0004  0.0002
Si  6.5955  1.5033  15.4284  -0.0003  -0.0005  -0.0006
Si  4.9646  10.7765  21.5793  0.0003  -0.0001  0.0008
Si  7.743  7.5938  16.0322  0.0003  0.0004  -0.0017
Si  5.9921  1.5143  12.2337  0  0.0002  0.0004
Si  0.8103  0.0306  17.2868  0.0003  0.0003  -0.0013
Si  1.1744  1.5356  14.5037  -0.0001  0.0001  -0.0005
Si  6.5085  5.2645  17.869  -0.0004  0.0004  -0.0007
Si  10.7104  1.3316  10.3045  -0.001  -0.0006  0.0008
Si  7.3119  4.4162  22.4706  0.0004  0.0006  -0.0004
Si  3.0946  8.8044  17.1616  0.0004  0  -0.0006
Si  4.0579  5.4486  19.8383  0  0.0001  0.0002
Si  5.3161  4.7723  15.1472  -0.0006  -0.0003  -0.0012
Si  0.1386  10.1039  12.4651  -0.0003  -0.0002  -0.0002
Si  1.959  2.034  19.1703  0.0003  0.0002  -0.0007
Si  9.516  6.6557  22.5292  -0.0008  0.0004  0.0003
Si  8.4946  3.2267  11.5982  -0.0005  0.0004  0.0005
Si  0.22  7.5648  19.9395  0.0002  -0.0001  -0.0001
Si  3.2061  5.1623  11.2965  0.0014  -0.0002  0.0012
Si  9.3285  9.4368  18.0293  0.0005  0  -0.0011
Si  4.9196  1.7115  18.0097  0.0003  0.0002  -0.0011
Si  6.9934  3.1135  19.5899  -0.0005  0.0001  -0.0001
Si  0.3306  4.5204  15.4019  -0.0002  0  -0.0009
Si  2.7413  6.6056  14.9737  0.0003  0.0005  -0.0006
Si  5.619  5.7023  9.6634  -0.0006  -0.0008  0.0002
Si  8.4956  8.1561  13.0012  0.0004  0.0002  -0.0004
Si  2.7305  8.1064  12.2705  -0.0006  0.0003  -0.0002
Si  3.5753  2.632  21.4984  0.0003  -0.0006  0.0005
Si  8.4055  6.255  10.5125  0.0013  0.0013  -0.0004
Si  6.992  0.1558  19.4828  0.0005  0.0002  -0.0001
Si  8.2642  3.9289  14.6934  -0.0001  0.0001  -0.001
Si  3.6538  2.974  13.2793  -0.0004  0.0004  -0.0002
Si  3.2501  8.33  20.2362  0.0002  0.0001  0.0004
Si  5.5963  9.7026  15.5733  0.0002  0.0001  -0.001
Si  5.5465  9.5109  12.5162  -0.0005  0.0002  0.0007
Si  2.358  2.7584  9.4329  0.0002  0.0001  0.0012
Si  1.3287  4.9312  18.4612  0.0002  0.0001  -0.0007
O  1.4627  9.1638  12.0882  -0.0003  0.0005  -0.001
O  8.4687  4.6409  10.781  -0.0006  -0.0008  -0.0002
O  4.2153  9.7575  16.4416  0.0002  0.0001  -0.0001
O  4.2543  5.9649  14.7923  -0.0003  0  -0.0001
O  4.5629  2.2997  12.0993  -0.0004  0.0002  -0.0002
O  6.4429  10.495  20.9097  0.0006  0.0001  -0.0007
O  7.1421  2.3129  11.3842  -0.0003  0  -0.0009
O  2.6569  7.7704  13.8543  -0.0003  -0.0001  0.0004
O  5.5022  2.8995  18.9544  0.0005  -0.0001  0.0001
O  2.2626  1.9813  20.7693  0  -0.0002  -0.0004
O  4.6019  3.4635  14.505  0.0001  0.0011  -0.0002
O  8.8049  8.493  16.8336  -0.0002  -0.0002  -0.0001
O  8.8681  7.0263  11.8728  -0.0003  0.0002  -0.0002
O  1.2466  0.9397  16.0129  0.0002  -0.0001  0.0001
O  6.3619  1.4928  13.8201  0  0.0005  -0.0002
O  4.8205  5.2661  11.0237  -0.0006  0.0002  -0.0002
O  9.61  4.7193  15.2777  0.0002  -0.0002  0.0002
O  0.4528  0.3837  13.5583  -0.0003  0.0003  -0.0001
O  0.4934  6.1257  19.1968  0.0006  -0.0004  0.0003
O  1.6133  8.3062  20.396  0.0003  -0.0002  -0.0002
O  3.7888  6.8374  20.6992  0.0002  -0.0004  -0.0004
O  7.6128  4.2216  18.5396  0.0002  -0.0002  -0.0001
O  2.6003  4.2373  10.0913  -0.0002  -0.0002  -0.0014
O  6.2705  8.267  15.8809  0.0001  0.0003  0.0001
O  6.7726  10.8449  15.8232  0.0003  -0.0004  -0.0003
O  5.0857  9.8351  14.0401  -0.0001  0  0.0001
O  2.9215  4.298  12.6581  -0.0004  -0.0001  -0.0012
O  2.5588  6.6772  11.429  -0.0009  0.0005  -0.0007
O  7.4502  6.3245  17.04  0  0.0001  0.0003
O  2.6355  1.8341  13.8366  0.0004  0.0004  0.0001
O  7.8436  2.5858  15.6057  0.0004  0.0006  -0.0003
O  9.8043  2.4184  11.0969  -0.0006  0.0008  -0.0007
O  5.4654  4.6572  16.7602  0.0002  0.0001  0.0002
O  5.5238  5.7269  19.116  0.0004  0  -0.0007
O  7.0144  8.7567  12.5698  -0.0007  0.0006  -0.0007
O  3.3067  1.844  18.2189  0.0001  -0.0001  0
O  5.807  10.9154  11.7024  -0.0001  0.0002  -0.0005
O  1.6891  9.6071  17.2408  0.0005  -0.0001  0.0002
O  0.5134  3.0357  14.7046  -0.0001  0.0004  0.0002
O  5.6415  0.3261  18.5414  0.0002  -0.0001  -0.0001
O  8.6722  3.4976  13.1868  0.0003  0.0002  -0.001
O  2.9279  5.2812  18.645  -0.0002  -0.0002  0
O  7.7162  1.6406  19.6214  0.0004  -0.0002  -0.0001
O  6.8631  6.6453  10.1275  -0.0001  0.0006  -0.0005
O  10.2261  7.2922  21.2332  0.0006  0.0006  0.0002
O  5.3547  1.8958  16.4424  -0.0004  0.0004  0.0003
O  0.7377  4.7202  16.9622  0.0001  0.0002  0.0004
O  1.0136  0.8067  18.7085  0.0001  -0.0002  -0.0001
O  1.4235  5.6103  14.7529  0.0002  0.0002  0.0003
O  3.9313  4.1309  20.8643  0.0001  -0.0003  -0.0002
O  8.0744  10.053  18.8736  -0.0003  0.0001  0.0001
O  9.7643  9.2316  12.9937  -0.0003  0.0005  -0.0007
O  10.3149  8.5776  18.9903  -0.0001  0  -0.0001
O  10.163  10.6141  17.2673  0.0001  0.0001  0
O  1.3352  1.8467  10.3276  0.0001  0.0004  -0.0008
O  4.6702  1.4258  21.2261  0.0004  0.0001  -0.0004
O  10.6419  -0.1102  11.0623  -0.0002  0.0004  -0.0003
O  3.6418  8.5018  18.6611  -0.0001  0  -0.0006
O  2.7531  7.3834  16.4155  0.0001  0  0.0002
O  8.364  5.5942  22.0948  0.0013  -0.0008  0.0001
O  8.3602  7.4638  14.4985  -0.0004  0.0001  0.0004
O  6.858  3.7239  21.0794  0.0013  -0.0001  0.0005
O  4.2311  8.7208  11.8791  -0.0002  0.0002  -0.001
O  6.8813  4.865  14.5813  -0.0002  -0.0003  0.0001
O  3.901  9.6055  21.0681  0.0004  -0.0004  -0.0004
O  1.135  3.432  19.0557  0.0004  0.0001  -0.0001

Results
free energy: -132888.580 eV
free energy less fixed offsets of H -15.97, O -568.88, Si -635.61 eV per atom: -0.500 eV

The program warned: the cutoff lies below the one the program advises for these potential files; the forces do not sum to zero within the program's tolerance; the exchange-correlation potential is rough where the density is thin.
